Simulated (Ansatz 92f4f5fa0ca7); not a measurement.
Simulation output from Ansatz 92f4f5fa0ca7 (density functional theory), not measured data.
Periodic cell of 166 atoms, Si98O68, from a study of silicon, its oxide and their interface. The atomic structure is a simulated model.

Settings: functional r2SCAN; potential files Ansatz norm-conserving; basis plane waves; wave-function cutoff 1300 eV; density cutoff ratio 4; exchange-correlation grid ratio 1; k mesh 2 x 2 x 1, shifted by 0.5 0.5 0.5 of a step; self-consistency stop 5e-08 eV per atom in the density residual; occupations Fermi-Dirac, 0.05 eV; spin none; net charge 0.

Cell vectors (angstrom)
a, 10.9176, -0.0709, 0.0493
b, -0.0709, 10.9694, 0.0243
c, 0.1111, 0.0548, 24.6139

Atoms and the computed forces on them: element, x, y, z (angstrom), force x, y, z (eV/angstrom)
Si, -0.2826, 0.1883, 0.2629, 0.892, 0.4286, -1.0536
Si, 2.3511, 3.0175, 0.2578, -0.0355, -0.3925, -0.7076
Si, 0.2715, 5.2418, 0.0307, -0.3948, 0.667, -0.8494
Si, 3.0216, 7.964, 0.1431, 0.7862, 0.0534, -1.4951
Si, 5.6995, -0.3438, 0.3202, 0.7903, 0.324, -0.5889
Si, 8.4946, 2.2567, 0.093, 0.2325, 0.6429, 0.1824
Si, 5.3277, 5.7556, -0.0648, -1.3117, -0.4491, -1.0481
Si, 7.7298, 8.42, 0.3599, 0.6836, 2.1429, 0.1694
Si, 1.1926, 1.4439, 1.713, 0.6837, -0.1899, -1.4304
Si, 4.1471, 4.2221, 1.3436, -0.2498, -0.6248, 0.2976
Si, 1.3939, 6.7885, 1.4312, 0.2976, -0.1411, -0.1757
Si, 4.1077, 9.5172, 1.5489, -0.4204, -0.8238, 0.5427
Si, 6.8613, 1.3094, 1.4881, 0.1232, -0.5365, 0.1907
Si, 9.4835, 3.9892, 1.39, 0.3928, 0.3297, -1.0406
Si, 6.69, 6.7862, 1.5093, 0.0069, -0.2995, 0.682
Si, 9.4184, 9.6322, 1.6604, -0.6544, -1.3526, -0.2048
Si, -0.2212, 2.8447, 2.8462, 1.6891, 0.432, 1.2549
Si, 2.8235, -0.022, 2.7756, -0.9185, 0.3728, 0.2954
Si, 0.0031, 8.1569, 2.7308, 0.1143, 1.0424, 0.3501
Si, 2.8357, 5.491, 2.9289, -0.4446, 0.2457, -1.0896
Si, 5.508, 2.7663, 2.7453, -1.2971, -0.6506, -0.3075
Si, 8.1478, -0.0134, 2.9978, 0.3265, 0.4699, 0.0866
Si, 5.4151, 8.1709, 2.9198, 0.0966, 0.0203, 0.4149
Si, 8.1973, 5.3686, 2.763, -0.4446, 0.401, -0.3676
Si, 1.3937, 4.1864, 4.226, -0.6301, -1.1387, 0.1875
Si, 4.0484, 1.3319, 4.2273, 0.9313, 0.5427, -0.5545
Si, 1.373, 9.612, 4.1787, -0.8567, -0.3132, -0.1165
Si, 4.0597, 6.9023, 4.2732, -0.2266, -0.2427, 0.626
Si, 6.8872, 3.9616, 4.0856, -0.215, 1.3007, 0.7651
Si, 9.592, 1.3809, 4.3193, -1.7683, -0.1363, 0.1332
Si, 6.8481, 9.4606, 4.2954, -0.6355, 0.5473, 0.6074
Si, 9.5686, 6.7045, 4.1163, 0.333, -0.1623, 0.9207
Si, -0.1117, -0.0461, 5.5104, 1.9984, 0.7603, 0.3475
Si, 2.6796, 2.6665, 5.6109, 0.0907, 0.7829, 0.0332
Si, -0.1124, 5.3264, 5.6586, 0.2095, 1.1514, -0.5762
Si, 2.5395, 8.1867, 5.635, 0.4874, -0.3511, 0.0618
Si, 5.3829, -0.0449, 5.6064, 0.8388, -0.0701, -0.3904
Si, 8.0756, 2.7057, 5.6189, 0.632, -1.1911, 0.5889
Si, 5.5145, 5.4356, 5.4351, -0.0699, 0.254, 0.2399
Si, 8.3213, 8.1105, 5.5866, 0.0229, 0.5278, -0.3402
Si, 1.2484, 1.4417, 7.0712, -0.2088, -0.6583, -1.7019
Si, 4.1852, 4.1082, 6.8773, -1.1013, 0.3426, 0.0374
Si, 1.1458, 6.8146, 7.0462, 0.4454, 0.6502, 0.0505
Si, 3.9016, 9.6414, 6.9159, -0.4893, -0.1308, 0.4825
Si, 6.773, 1.2783, 7.0686, 0.1329, 0.9899, 0.0037
Si, 9.4645, 3.939, 7.0909, -0.5043, 0.3006, -0.0587
Si, 6.8139, 6.9183, 6.8064, -0.2987, -1.0724, 0.0431
Si, 9.5955, 9.5436, 7.0528, -0.5303, -0.4987, -0.056
Si, 0.024, 2.7703, 8.48, -0.22, 0.4873, 0.3844
Si, 2.5373, 0.0482, 8.3307, 0.97, -1.0057, 0.1247
Si, -0.08, 8.3608, 8.5404, 0.3779, -0.5385, -0.4413
Si, 2.747, 5.5789, 8.271, 0.2667, -0.2788, 0.7117
Si, 5.3636, 2.8531, 8.4229, 1.0161, -0.7239, -0.9552
Si, 8.4193, 0.02, 8.376, -0.9461, 0.0812, 0.8622
Si, 5.5731, 8.4288, 8.0754, -0.9798, -0.3454, 1.282
Si, 7.9409, 5.4143, 8.2206, 1.5092, 1.2137, -0.8844
Si, 1.4393, 4.1307, 9.8549, 0.4704, 0.7447, 0.1779
Si, 4.1101, 1.2876, 9.5011, -0.7149, 0.1485, 0.2281
Si, 1.1598, 9.8434, 10.0316, 0.8559, -0.9446, -0.2569
Si, 4.0978, 7.1927, 9.5637, 0.1586, -1.0836, -1.2732
Si, 6.7926, 4.2117, 9.683, -1.4135, -0.4435, 0.4797
Si, 9.7594, 1.3159, 10.03, -0.6622, 0.3198, -0.1543
Si, 6.8574, 9.6397, 9.7357, 0.9609, 0.4698, -0.1811
Si, 9.352, 6.7761, 9.5832, 0.8601, -0.4953, -0.7415
Si, 0.4991, 0.519, 11.5487, -0.05, -0.1137, -1.9896
Si, 2.873, 2.4684, 11.0813, 1.1948, -0.1884, -0.0453
Si, -0.3386, 5.4249, 10.9663, 0.2641, 0.0478, -0.2607
Si, 2.9835, 8.6378, 11.0495, 0.0069, -1.145, 0.2565
Si, 5.3432, -0.0819, 10.9325, -1.5513, -1.5252, -0.0412
Si, 8.3506, 3.0304, 10.9059, -1.7656, -0.6441, 0.38
Si, 5.615, 5.9423, 10.9025, 0.0283, 0.9307, 0.3369
Si, 8.0911, 7.9933, 10.9841, -0.683, -0.4837, 0.8064
Si, 4.0816, 6.914, 13.242, -1.3536, -0.1019, 0.7911
Si, 10.1227, 7.233, 13.3145, 1.3282, 0.731, -2.0213
Si, 6.2185, 7.7446, 15.0898, -1.4565, 1.2026, -1.7412
Si, 5.0094, 1.9258, 17.8485, -0.0643, 1.0172, -0.5818
Si, 1.0356, 5.9117, 19.1404, -1.0976, 0.2597, 1.1619
Si, 6.0882, 14.3864, 15.4672, -1.417, -0.1425, 0.1155
Si, -3.7876, 2.0589, 20.0349, -0.4149, -0.7545, 0.9143
Si, -3.1179, -0.7109, 20.5164, -0.8218, 0.6879, 1.5758
Si, 3.6345, 7.2952, 18.4644, 2.2236, -0.6895, -0.9864
Si, 4.2559, 5.9044, 15.9965, 0.8535, 1.7349, -2.2979
Si, 5.746, 2.2533, 12.6847, -2.3358, -1.3299, -1.2538
Si, 6.5999, 3.6224, 22.6089, 0.8343, -1.0484, 0.7722
Si, 8.3033, -1.4153, 16.2749, 0.4656, 0.9974, -0.3881
Si, -0.3451, 10.1285, 14.2963, 2.6707, -0.4371, 0.9275
Si, -9.8983, 0.8065, 16.6904, -1.9271, -0.823, -0.247
Si, 2.1442, 2.874, 18.3468, -0.4575, 1.079, 0.9576
Si, 3.5057, -0.6477, 17.9521, 0.87, -1.3872, 0.2999
Si, 10.9397, -4.1775, 21.8854, 0.6254, -3.6502, -0.93
Si, -8.1868, 0.6159, 20.444, 1.4487, 0.6001, 1.367
Si, -2.5687, 5.7373, 15.1749, -1.4106, -1.6591, 0.1695
Si, 1.4579, -1.4564, 22.6045, -0.0514, 2.2225, 1.1376
Si, 4.3215, 1.5082, 22.9528, -1.732, -0.1944, -0.7649
Si, 9.0468, 6.968, 17.8582, 1.2596, -1.6201, -0.3428
Si, 9.1169, 0.3829, 18.4225, -0.2526, 2.4884, 0.0761
Si, 8.1881, 7.8574, 22.1043, -0.0889, -0.4387, 0.8618
Si, 6.6155, 7.6864, 19.744, -2.7823, -0.9382, 0.2023
O, 2.6706, -1.9776, -1.1686, -0.4262, -1.2019, -0.003
O, 0.4198, -0.7401, -0.8938, -0.1105, -0.1324, -0.0976
O, 1.4316, 4.2205, -0.516, 0.4881, -1.291, 0.9088
O, 2.8431, 1.9656, -0.9336, 0.107, 0.4308, 0.5134
O, -0.2648, 6.0139, -1.3587, 0.6993, -0.6025, 1.2537
O, 4.1018, 6.8191, -0.5488, 0.1706, 0.4225, 0.8649
O, 7.8147, 3.0298, -1.1518, -1.2235, 0.6003, -0.9841
O, 4.8114, 0.1711, -0.9273, 0.0628, 0.333, -0.4281
O, 15.9363, 6.9879, -5.3507, -0.1689, 0.6197, 0.2042
O, 3.8468, 1.1184, -3.1952, -1.1389, -0.3828, -0.6177
O, 6.002, 5.0231, -1.4465, 0.2755, 0.6806, 0.6061
O, 9.7107, 1.2884, -0.466, -0.3756, -0.396, 0.7225
O, 8.2905, 7.5902, -0.904, -0.2652, -0.524, -1.4097
O, 9.2869, 6.9972, -3.1958, -1.8692, 0.345, -0.7695
O, 1.8049, 1.4439, 11.8698, -0.0695, 0.5218, 0.1368
O, -0.129, -0.1077, 12.8618, -0.8356, 0.1474, 0.3272
O, 11.1303, 6.4012, 12.2311, -1.7359, -0.4735, 0.2439
O, 3.7937, -13.2167, 17.6452, -0.0075, 0.8258, 0.1356
O, 4.2848, 2.7772, 11.9744, 0.1399, 0.5296, 0.4571
O, -1.3318, 6.0665, 14.1863, 0.7327, 0.1796, 0.4115
O, 4.9112, 15.5232, 15.6682, 0.8716, -1.5413, -0.1798
O, 4.7173, 16.7266, 12.3683, 0.2381, -0.2761, -0.2367
O, 2.994, -3.2592, 12.4209, -0.2982, 0.4096, -0.9682
O, 4.1827, -1.2409, 11.3478, 1.2875, 1.5508, -0.0335
O, 7.1833, 2.6789, 12.1196, 1.1044, 0.7797, -0.2015
O, 9.393, 4.1738, 11.3097, 1.5877, 1.3814, 1.4159
O, 8.7146, 5.7568, 16.8133, -0.4373, 0.2587, -1.3332
O, 6.8074, 7.0296, 11.2878, -0.5596, -0.7047, 0.2619
O, 8.9473, 8.0583, 12.4202, 0.7146, -0.3257, 0.7691
O, 6.6335, -1.6555, 19.741, 1.6663, 0.6236, 0.0544
O, -1.6874, -0.7801, 15.0015, -0.3546, -0.2866, 0.0902
O, 9.1722, -0.5453, 19.725, 0.0705, -0.6843, -0.0679
O, 2.031, 1.7939, 19.6293, 0.2016, -0.2273, -0.4914
O, -3.7622, 0.7182, 20.9909, 0.4421, -0.2893, -0.4719
O, 3.4056, 6.3693, 14.6418, 0.6619, -0.922, 0.5594
O, -3.3125, 4.1949, 15.0773, 0.0979, 0.9099, -0.0852
O, 6.1252, 2.5607, 16.8439, -0.1919, 0.2087, -0.9769
O, -4.0912, 9.2509, 15.5956, -0.7305, -1.5644, -0.5648
O, -0.4133, 0.6048, 17.5746, 0.2351, 0.2351, 0.3815
O, 5.4312, 17.9512, 16.3278, -0.4597, 0.0034, -0.4712
O, -6.3701, 11.4366, 17.3324, -0.6272, 0.4616, 0.4053
O, -2.5744, 1.8456, 18.9996, 1.7405, -0.4905, -1.1179
O, 0.7593, 0.1446, 15.229, -0.7519, -0.6274, -0.0536
O, 0.2373, -2.4563, 13.9312, -2.2108, 0.6665, 0.5723
O, 5.7734, 1.8498, 19.2534, -1.0863, 0.4035, -0.3942
O, -7.4085, -0.5039, 19.5211, -0.9654, 1.1759, 0.1969
O, -2.9052, 10.7771, 17.3617, -0.5391, -0.474, -0.9184
O, 1.6788, 10.7436, 21.5568, -0.0603, -0.9946, -0.3526
O, 5.5264, 2.3822, 14.2637, 1.81, 1.7818, 1.4215
O, 9.0255, 8.3114, 16.9545, 0.3804, 0.0351, 0.3058
O, 5.6688, 0.6527, 12.3294, 0.5514, -0.0231, 0.138
O, 7.8057, 7.0223, 18.8779, 0.1099, 0.4078, 0.3426
O, 2.3308, 6.9485, 19.3222, -1.1114, -0.011, -0.244
O, 14.5966, 2.9278, 17.9581, 2.524, -1.542, 0.3279
O, 17.9578, 3.2289, 21.1015, -0.0366, 0.5209, 0.0897
O, 1.9859, 10.6802, 17.4298, -0.3067, 0.3735, -0.2229
O, 0.6007, 5.823, 20.7111, -0.4798, 1.0253, 0.8342
O, -5.6195, 2.8109, 22.9019, 1.2447, 0.614, 0.1156
O, -5.7744, 8.0408, 13.7416, 2.7405, 0.911, 2.0347
O, 12.4707, 4.3375, 18.7306, -0.3742, -0.5437, -0.2071
O, 8.3247, -1.5016, 21.9368, -0.3433, -0.1834, -1.449
O, 1.4628, 2.2863, 16.9834, -0.5724, -0.746, -0.0781
O, 0.6373, -2.6772, 21.9598, 1.7521, 1.7203, 0.1017
O, -3.611, 6.7735, 14.4673, 0.2359, 0.264, 0.9332
O, -4.0225, -3.5502, 21.2649, 0.6699, -0.264, -0.048
O, 6.9788, -1.2467, 24.2797, 0.0481, -1.126, 1.0582
O, 3.4275, 6.1276, 17.2954, -0.8087, 0.0313, 1.6605
O, 10.5288, 6.5065, 18.4221, 1.4673, -0.1342, 0.5968

Results
free energy: -43098.941 eV
free energy less fixed offsets of O -463.61, Si -117.95 eV per atom: -14.361 eV
pressure: -2.81 GPa
stress xx, yy, zz, yz, xz, xy (GPa, positive in tension): 2.89, 3.18, 2.38, 1.24, 1.24, -1.38
